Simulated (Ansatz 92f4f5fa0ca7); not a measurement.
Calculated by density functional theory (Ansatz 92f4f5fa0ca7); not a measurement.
Periodic cell of 215 atoms, Si133O82, from a study of silicon, its oxide and their interface. The atomic structure is a simulated model.
Doubt: the cutoff is far below the 930 eV that the study's wrapper takes by default for these files, so forces and energies are approximate.
This geometry differs little from another in the collection (a relaxation step or a small displacement).

Settings: functional PBE; potential files Ansatz PAW; basis plane waves; wave-function cutoff 580 eV; density cutoff ratio 5; exchange-correlation grid ratio 1; k mesh 1 x 1 x 1, Gamma-centred; self-consistency stop 5e-08 eV per atom in the density residual; occupations fixed; spin none; net charge 0.

Cell vectors (angstrom)
a, 10.938, 0, 0
b, 0, 10.938, 0
c, 0, 0, 31.8037

Atoms and the computed forces on them: element, x, y, z (angstrom), force x, y, z (eV/angstrom)
Si, 0.3469, -0.3615, 24.1172, 0.0209, -0.0133, 0.003
Si, 4.9998, 0.5822, 24.4258, -0.0194, 0.0181, 0.0296
Si, 3.2062, 2.3733, 24.4135, -0.0003, -0.0292, 0.0054
Si, 7.7284, 3.3263, 24.5267, -0.0094, -0.0145, 0.0344
Si, -0.4107, 6.1237, 24.266, -0.0064, 0.0223, 0.0236
Si, 5.8175, 4.7905, 24.3913, 0.0079, -0.0044, -0.0021
Si, 2.2236, 8.9454, 24.4875, 0.0473, -0.0197, -0.12
Si, 8.5899, 7.7214, 24.5874, -0.0263, -0.0325, -0.0016
Si, 1.3259, 1.3726, 25.4832, 0.0088, 0.0027, 0.001
Si, 6.8192, 1.4568, 25.6676, 0.0074, 0.0189, -0.0229
Si, 4.0961, 4.0415, 25.7949, -0.0034, 0.0009, -0.0024
Si, 9.6033, 4.275, 25.5805, -0.0109, 0.0006, -0.0112
Si, 1.3456, 6.9989, 25.5935, -0.0051, 0.0058, -0.0131
Si, 6.7649, 6.6878, 25.6586, 0.0323, 0.0116, 0.0056
Si, 4.0567, 9.756, 25.7247, -0.0085, 0.008, -0.0252
Si, 9.6154, 9.5914, 25.5888, 0.0128, -0.005, -0.0033
Si, 2.6495, 0.1021, 27.0622, -0.0032, -0.0021, -0.0024
Si, 8.2028, 0.0099, 26.9558, -0.0047, 0.0045, 0.0096
Si, -0.013, 2.7726, 26.9107, -0.0017, 0.0032, -0.0004
Si, 5.4828, 2.7273, 27.1234, 0.0047, 0.0051, 0.0268
Si, 2.6902, 5.5292, 26.9727, 0.0025, -0.0004, 0.006
Si, 8.1931, 5.4626, 27.0719, -0.0352, -0.0185, 0.0102
Si, -0.0124, 8.2537, 27.0514, -0.0003, 0.0026, 0.0033
Si, 5.4408, 8.2194, 26.9587, 0.0018, -0.0028, 0.0053
Si, 4.1018, 1.3673, 28.3854, -0.276, 0.1197, 0.6482
Si, 9.5708, 1.3673, 28.3854, 0.0297, 0.1839, -0.62
Si, 1.3673, 4.1018, 28.3854, -0.0886, 0.0615, -0.5398
Si, 6.8362, 4.1018, 28.3854, 0.2799, -0.1129, 0.7345
Si, 4.1018, 6.8362, 28.3854, -0.129, 0.2013, -0.3508
Si, 9.5708, 6.8362, 28.3854, -0.1355, 0.2754, 0.2139
Si, 1.3673, 9.5708, 28.3854, -0.0162, 0.2298, 0.3876
Si, 6.8362, 9.5708, 28.3854, 0.0655, -0.0813, -0.5008
Si, 0, 0, 29.7527, 0.0893, -0.0579, 0.0145
Si, 5.469, 0, 29.7527, -0.1437, -0.0731, 0.0012
Si, 2.7345, 2.7345, 29.7527, 0.1813, 0.0061, 0.0339
Si, 8.2035, 2.7345, 29.7527, -0.0517, 0.0624, 0.0491
Si, 0, 5.469, 29.7527, -0.0343, -0.0494, -0.0139
Si, 5.469, 5.469, 29.7527, 0.1096, -0.014, -0.0194
Si, 2.7345, 8.2035, 29.7527, 0.0644, 0.0547, 0.0082
Si, 8.2035, 8.2035, 29.7527, 0.0756, -0.0297, 0.0221
Si, 1.3673, 1.3673, 31.1199, -0.0433, 0.078, -0.0016
Si, 6.8362, 1.3673, 31.1199, 0.0502, -0.0014, -0.0296
Si, 4.1018, 4.1018, 31.1199, -0.0926, 0.0348, 0.0068
Si, 9.5708, 4.1018, 31.1199, -0.008, -0.0275, -0.0183
Si, 1.3673, 6.8362, 31.1199, 0.0062, -0.0016, -0.041
Si, 6.8362, 6.8362, 31.1199, -0.0716, 0.0325, 0.0053
Si, 4.1018, 9.5708, 31.1199, 0.0279, -0.0463, -0.0149
Si, 9.5708, 9.5708, 31.1199, -0.0824, 0.0633, 0.0052
Si, 2.7345, 0, 0.6835, 0.0961, -0.0561, -0.022
Si, 8.2035, 0, 0.6835, -0.007, -0.0299, 0.0362
Si, 0, 2.7345, 0.6835, 0.0081, 0.0451, 0.0179
Si, 5.469, 2.7345, 0.6835, 0.0597, -0.0537, 0.0114
Si, 2.7345, 5.469, 0.6835, 0.0015, 0.0536, 0.0391
Si, 8.2035, 5.469, 0.6835, 0.0586, -0.089, -0.0171
Si, 0, 8.2035, 0.6835, 0.0376, -0.0394, 0.0074
Si, 5.469, 8.2035, 0.6835, -0.027, 0.0166, 0.0255
Si, 4.1018, 1.3673, 2.0507, -0.1645, 0.0481, -0.0246
Si, 9.5708, 1.3673, 2.0507, -0.0291, 0.0185, -0.0144
Si, 1.3673, 4.1018, 2.0507, 0.0005, -0.1041, -0.0204
Si, 6.8362, 4.1018, 2.0507, -0.0333, 0.1424, -0.0233
Si, 4.1018, 6.8362, 2.0507, 0.0375, -0.0411, -0.0229
Si, 9.5708, 6.8362, 2.0507, -0.0905, -0.0022, -0.0009
Si, 1.3673, 9.5708, 2.0507, 0.0142, 0.0801, -0.0042
Si, 6.8362, 9.5708, 2.0507, -0.0538, -0.0477, -0.0026
Si, 0, 0, 3.418, 0.0278, -0.0973, -0.0808
Si, 5.469, 0, 3.418, 0.1952, -0.2692, 0.5247
Si, 2.7345, 2.7345, 3.418, -0.1916, -0.3532, -0.8841
Si, 8.2035, 2.7345, 3.418, 0.1593, -0.2817, 0.4484
Si, 0, 5.469, 3.418, -0.1737, -0.0921, 0.4315
Si, 5.469, 5.469, 3.418, 0.2556, 0.1997, -0.9456
Si, 2.7345, 8.2035, 3.418, 0.0765, 0.1336, 0.4237
Si, 8.2035, 8.2035, 3.418, 0.0225, -0.1194, 0.0026
Si, 1.4006, 1.3528, 4.7555, 0.0059, 0.0073, -0.0158
Si, 6.9151, 1.2792, 4.8497, -0.0039, 0.0034, -0.0116
Si, 4.1547, 4.0474, 4.6136, -0.0038, 0.0071, -0.0245
Si, 9.581, 4.0563, 4.8582, -0.0022, 0.0049, 0.0002
Si, 1.3558, 6.8447, 4.8089, 0.0071, -0.0025, -0.0119
Si, 6.8324, 6.7914, 4.7624, -0.0091, -0.0107, -0.0103
Si, 4.1362, 9.5406, 4.8722, -0.0067, 0.0034, -0.0005
Si, 9.5998, 9.5347, 4.7918, 0.0101, -0.005, -0.0365
Si, 2.7296, 0.0086, 6.1956, 0.0019, 0.0062, -0.0001
Si, 8.3062, -0.1078, 6.3067, 0.0066, -0.0063, 0.0328
Si, 0.0764, 2.675, 6.2101, 0.0081, -0.0192, 0.0169
Si, 5.4228, 2.6849, 6.0004, -0.0025, 0.0077, 0.0123
Si, 2.8178, 5.3879, 5.9249, 0.0082, -0.0087, 0.0174
Si, 8.0829, 5.3532, 6.1833, -0.0028, 0.0062, -0.0037
Si, -0.0351, 8.1586, 6.2429, -0.0081, 0.0003, 0.0142
Si, 5.5138, 8.0993, 6.2457, 0.0228, -0.0085, 0.0162
Si, 3.6467, 1.8976, 7.3212, -0.0168, -0.0009, -0.0097
Si, 10.2088, 0.8331, 7.4763, 0.002, 0.0045, -0.0323
Si, 1.953, 3.6711, 7.2602, 0.0032, -0.0121, -0.0305
Si, 6.2203, 4.3748, 7.4026, -0.0068, 0.0109, -0.0098
Si, 4.5553, 6.1799, 7.2878, 0.0091, -0.0064, -0.0361
Si, 9.0551, 7.1073, 7.379, 0.0033, 0.0125, -0.0138
Si, 0.9963, 9.9514, 7.4444, -0.0155, 0.0072, -0.0113
Si, 7.379, 8.9198, 7.4689, -0.0097, -0.0011, -0.0377
O, 6.2022, 3.6817, 8.955, 0.0037, -0.0093, 0.0042
O, 7.0003, 9.1099, 9.1001, -0.0004, 0.0059, 0.0394
O, 9.3197, 6.3843, 8.8657, 0.0032, -0.004, 0.0132
O, 1.6547, 9.4797, 8.9137, 0.0094, -0.0051, 0.0211
O, 4.227, 1.8148, 8.8967, 0.007, -0.0063, 0.0075
O, 1.8447, 4.3804, 8.7773, -0.0046, 0.0127, 0.0241
O, 10.0155, 1.3687, 9.0674, -0.0042, 0.002, 0.0337
O, 3.8775, 6.2735, 8.8113, -0.0095, 0.0083, 0.0205
O, 7.6955, 8.343, 23.3307, -0.0233, -0.0152, -0.0545
O, 8.1246, 3.1263, 22.9451, 0.0041, 0.0013, -0.0127
O, 5.2772, 4.567, 22.7884, -0.0055, 0.0046, 0.0025
O, 2.9552, 3.2042, 22.9545, -0.0037, 0.0131, -0.0076
O, 10.8751, 10.9745, 22.5049, -0.0113, 0.0116, -0.0117
O, 0.2051, 5.9224, 22.7062, 0.0093, -0.0081, -0.0173
O, 2.9417, 8.8042, 23.0084, -0.0071, -0.0437, 0.0438
O, 5.5571, 0.0872, 22.9236, 0.0097, 0.0012, -0.0139
Si, 9.1207, 6.3197, 10.4771, -0.0072, -0.0093, -0.0192
Si, 1.5637, 9.6476, 10.5378, 0, 0.0001, -0.0126
Si, 3.0227, 10.7873, 17.0104, -0.0004, -0.0013, -0.0027
Si, -0.7837, 7.6952, 16.4025, -0.002, -0.0025, -0.0133
Si, -1.2512, 10.4339, 15.2252, 0.0038, 0.0011, 0.0038
Si, 4.217, 3.6126, 21.958, -0.0073, -0.0053, -0.0026
Si, 8.1614, 11.0981, 12.5746, 0.0061, -0.0052, -0.0103
Si, 11.9403, 1.596, 18.5986, -0.0061, -0.0019, 0.0021
Si, 5.0035, 2.9296, 9.8268, -0.0065, 0.0088, -0.0043
Si, 2.977, 5.1894, 9.6554, 0.0052, -0.0102, -0.0022
Si, 3.9904, 0.9657, 14.4561, -0.0038, 0.0027, -0.0016
Si, 10.085, 13.3134, 16.3282, -0.007, 0.0019, 0.0006
Si, 7.9889, 5.5568, 20.2891, -0.005, -0.0136, 0.0144
Si, 12.8383, 2.8611, 14.8827, -0.0009, 0.0003, 0.0044
Si, 3.6617, 7.8619, 21.9136, -0.0147, 0.0831, 0.0842
Si, 1.4136, 9.147, 15.0418, -0.0087, 0.0006, -0.0014
Si, 6.7628, 7.7568, 18.4447, -0.0341, 0.0041, 0.0035
Si, 8.4859, -1.6776, 20.1025, -0.0103, 0.0055, 0.014
Si, 7.5124, 5.1109, 12.5675, 0.0002, -0.0055, -0.0009
Si, 5.0424, -4.117, 13.2714, -0.0041, 0.0005, -0.0086
Si, -0.5298, 7.1331, 19.5514, 0.0043, 0.0007, 0.0081
Si, 1.0053, 6.7417, 11.5677, 0.0101, 0.0017, -0.0035
Si, 2.4642, 15.0779, 19.6059, 0.0102, 0.002, 0.0105
Si, 3.1306, 4.9143, 16.6948, -0.0032, -0.0055, -0.0016
Si, 2.3945, 5.5273, 13.8886, -0.0047, -0.0037, 0.0033
Si, 10.0822, 0.3763, 10.3664, 0.0006, 0.0054, -0.0196
Si, 6.8756, 7.7359, 22.0727, -0.0175, 0.0139, 0.0605
Si, 8.2017, 13.6066, 21.4034, 0.004, 0.0045, 0.011
Si, 12.2286, 6.0048, 21.4804, -0.002, 0.0032, 0.0107
Si, -2.3553, 5.0405, 15.3612, 0.0058, -0.0038, 0.0037
Si, 14.4686, 9.4109, 12.749, -0.0005, 0.0022, -0.007
Si, 4.4702, 9.5767, 19.5629, -0.0078, -0.0102, -0.0159
Si, 8.0165, 9.168, 10.3798, -0.0067, 0.0027, -0.0166
Si, 5.7154, 11.7897, 21.4819, 0.002, -0.0048, 0.0172
Si, -0.5907, 0.6272, 21.0419, 0.0067, -0.0075, 0.0177
Si, 6.0053, 2.3307, 12.7031, 0.0002, 0.0073, -0.0091
Si, 5.8646, 6.2087, 16.072, 0.0039, -0.0006, 0.0042
O, 0.8696, -2.616, 11.1963, -0.0022, -0.0003, 0.0026
O, 13.3748, 12.3794, 14.3002, 0.0027, -0.0032, 0.0033
O, 5.5257, 2.1243, 11.1494, 0, -0.0042, 0.0087
O, 5.2517, 7.573, 22.2594, 0.0169, 0.0148, -0.0216
O, 3.493, 8.7303, 20.55, 0.0165, -0.0297, 0.0282
O, -3.3384, 6.2996, 21.7105, -0.0097, 0.0106, -0.003
O, 0.5791, 0.6767, 19.8944, -0.005, 0.0012, -0.0032
O, 3.9644, 4.0849, 10.3396, -0.001, 0.0001, 0.0074
O, -8.7, 6.072, 10.7705, -0.0046, 0.0018, 0.001
O, 3.6556, 10.334, 18.4077, 0.0114, -0.0108, 0.0186
O, 4.1483, 11.5348, 16.0561, -0.0001, -0.0003, 0.0033
O, 7.9642, 8.8774, 18.5944, -0.0003, 0.0025, -0.0015
O, 2.129, 2.6229, 19.1605, -0.0014, 0.0008, -0.0022
O, 13.9477, 9.8619, 11.2635, -0.0006, -0.0002, 0.0057
O, 2.4592, 5.8512, 15.5136, -0.0003, 0.0043, 0.0012
O, 13.7846, 3.3813, 16.1461, -0.0014, -0.0008, 0.0015
O, 7.799, 3.9422, 20.4433, -0.002, 0.01, -0.0095
O, 9.3936, -1.0333, 9.865, -0.0006, 0.0023, 0.0127
O, 9.5332, 5.7605, 19.7703, -0.0016, 0.0021, -0.0023
O, 9.6826, 8.2487, 20.4846, 0.0001, -0.0037, -0.0051
O, -1.5628, 6.3291, 15.9789, -0.0013, 0.0007, 0.003
O, 4.5752, 8.1872, 12.5291, 0.0001, -0.0021, 0.0085
O, 4.697, 5.3547, 16.8319, 0.0042, 0.003, 0.0004
O, 9.735, 2.1412, 21.1788, -0.0022, -0.002, -0.0052
O, 0.3357, 10.3592, 14.8329, 0.0018, -0.0015, 0.0036
O, -1.8602, 3.6419, 16.0658, -0.002, 0.002, -0.0001
O, 0.6703, 10.9874, 10.8293, -0.0004, -0.0022, 0.006
O, 7.1512, -2.027, 20.9777, 0.0008, -0.009, 0.0037
O, 8.4313, 7.7151, 10.9559, 0.0027, 0.0051, 0.015
O, 4.3053, -0.3114, 13.499, 0.001, 0.0002, 0.0048
O, -3.8274, 12.1701, 13.1281, -0.0003, 0.0051, 0.0041
O, 0.3659, 13.5864, 15.3039, 0.0021, -0.0016, 0.0046
O, 3.8411, 4.2602, 20.4952, -0.0038, 0.0003, -0.0088
O, 6.6271, 7.3739, 16.8959, -0.0001, -0.0066, 0.0191
O, 2.8043, 6.4571, 21.9522, 0.001, 0.0024, -0.0015
O, 7.0207, 6.3177, 19.2085, -0.0044, 0.0176, -0.0101
O, 4.7988, 2.1689, 21.527, -0.0032, 0.0012, -0.0057
O, 7.3876, 10.0181, 11.6162, 0.0002, -0.0016, 0.002
O, 6.6289, 3.7972, 12.8104, 0.0019, 0.0033, 0.0027
O, 0.5752, 7.8277, 15.5073, 0.0002, -0.0027, 0.0051
O, 1.7087, 11.681, 17.3996, -0.0003, 0.0013, -0.0017
O, -0.3844, 6.0362, 11.1647, -0.004, -0.0012, 0.0047
O, -4.4818, 6.3571, 12.6323, 0.0009, -0.0048, 0.0078
O, 1.2862, 6.4606, 13.1481, -0.0001, 0.0005, 0.0012
O, -7.0776, 5.696, 13.179, 0.0011, 0.005, 0.0041
O, 8.1678, 5.1277, 11.0669, 0.0028, 0.0057, 0.0086
O, 12.8899, 3.9717, 13.695, -0.0001, 0.0013, -0.0004
O, 6.9827, 16.0436, 15.6658, -0.0068, 0.0076, -0.0011
O, 2.2635, 8.9436, 13.6713, 0.0051, -0.0001, 0.0025
O, 11.8526, 7.0477, 20.2796, -0.0026, -0.0007, -0.0082
O, 10.5479, 7.5478, 17.9887, -0.0026, 0.0003, 0.0032
O, 2.4876, -1.4585, 16.2137, 0.0018, 0.004, 0.0023
O, 7.2075, 1.4053, 21.1575, 0.0018, 0.0016, -0.0021
O, 5.275, 10.7711, 20.3106, 0.0011, -0.0015, -0.007
O, 13.4675, 15.9804, 18.2241, -0.0014, -0.0004, 0.0003
O, 5.3682, 8.4194, 18.8873, 0.0253, 0.01, -0.0148
O, -1.6077, 9.1018, 16.1289, -0.0048, -0.0026, 0.0013
O, 12.253, 4.5775, 20.6875, -0.0008, 0.0032, -0.0023
O, -1.5504, 11.8604, 15.9865, -0.0004, 0.0003, -0.0016
O, 4.8882, 13.1386, 13.8887, -0.0035, 0.0003, 0.007
O, 8.6951, 5.1271, 13.7181, -0.009, -0.0001, -0.0023
O, 9.2742, 0.9536, 11.6556, 0.0007, -0.0001, 0.0021
O, 10.6415, 13.2677, 17.8842, 0.0031, 0.0004, 0.0011
O, 5.2526, 7.0891, 14.8554, 0.0028, -0.0004, 0.0037
O, 8.8208, -0.5934, 13.8481, -0.0011, -0.0009, 0.0062
O, -1.8198, 10.7079, 20.3724, -0.0059, -0.0062, -0.0012

Results
free energy: -131182.701 eV
free energy less fixed offsets of O -568.88, Si -635.61 eV per atom: 1.589 eV

The program warned: the cutoff lies below the one the program advises for these potential files; the forces do not sum to zero within the program's tolerance; the exchange-correlation potential is rough where the density is thin.
